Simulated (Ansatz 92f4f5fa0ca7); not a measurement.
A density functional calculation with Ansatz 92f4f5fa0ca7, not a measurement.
Periodic cell of 237 atoms, Si145O90As2, from a study of silicon, its oxide and their interface. The atomic structure is a simulated model.
Doubt: the cutoff is far below the 930 eV that the study's wrapper takes by default for these files, so forces and energies are approximate.

Settings
functional: PBE
potential files: Ansatz PAW
basis: plane waves
wave-function cutoff: 580 eV
density cutoff ratio: 5
exchange-correlation grid ratio: 1
k mesh: 1 x 1 x 1, Gamma-centred
self-consistency stop: 5e-08 eV per atom in the density residual
occupations: fixed
spin: none
net charge: 0

Cell vectors (angstrom)
a	11.6015	0	0
b	0	10.938	0
c	0	0	32.0622

Atoms and the computed forces on them: element, x, y, z (angstrom), force x, y, z (eV/angstrom)
Si	-0.1897	-0.0505	23.2787	-0.003	0.0156	0.0225
Si	3.6739	0.2133	23.1163	0.0064	0.0065	0.0293
Si	7.5586	-0.1219	23.4501	-0.0061	0.0243	0.0085
Si	1.6916	1.3903	23.4218	0.0025	-0.028	0.0088
Si	5.7386	1.4177	23.1966	-0.0017	-0.0245	0.0162
Si	9.4482	1.2425	23.3673	0.0037	-0.0147	0.0241
Si	0.1663	5.326	23.4642	-0.0137	0.0094	0.0108
Si	4.1262	5.3129	23.3997	0.0005	0.0082	0.0142
Si	8.0381	5.6222	23.5471	-0.0061	0.001	0.0127
Si	2.1623	6.5981	23.3753	-0.0019	-0.0205	0.024
Si	5.9723	6.7835	23.4819	0.0001	-0.0177	0.0077
Si	10.0153	6.8815	23.5982	0.0072	-0.0167	0.0164
Si	1.9075	2.6792	25.3862	0.0039	0.0029	-0.005
Si	5.8341	2.6672	25.2608	0.0069	-0.0063	-0.0164
Si	9.634	2.7008	25.2672	-0.0046	-0.0135	-0.0066
Si	11.6016	4.0179	25.3895	-0.0025	0.0113	0.0084
Si	3.8971	3.985	25.3245	-0.0054	0.0142	0.0095
Si	7.745	4.1042	25.3439	0.0023	0.0175	0.0152
Si	1.9764	8.1618	25.1996	0.0018	-0.0096	0
Si	5.7789	8.181	25.3662	-0.0047	-0.0049	0.0147
Si	9.7146	8.2774	25.4295	-0.0088	-0.013	0.0183
Si	11.6433	9.5727	25.2662	-0.0001	0.0082	-0.0099
Si	3.868	9.5988	25.0819	0.0011	0.0072	-0.0196
Si	7.6934	9.5331	25.4102	0.0076	-0.0063	0.0069
Si	11.6544	0.0004	27.2083	-0.0146	-0.0042	-0.0158
Si	3.9057	-0.0451	27.1277	0.0017	0.0074	-0.0315
Si	7.7624	-0.0054	27.2879	0.0055	-0.0052	-0.001
Si	1.9901	1.3207	27.2795	-0.0001	-0.0131	-0.0029
Si	5.8321	1.3313	27.2094	-0.004	-0.0167	-0.0036
Si	9.6993	1.3415	27.2101	-0.0042	-0.0223	-0.0001
Si	11.5958	5.4803	27.2407	-0.0074	0.0016	-0.0003
Si	3.8499	5.4307	27.2178	-0.0039	0.0088	-0.001
Si	7.7152	5.4713	27.2664	0.0063	-0.0276	0.0322
Si	1.9412	6.8348	27.1835	-0.0009	-0.0252	-0.0137
Si	5.7622	6.8083	27.2731	0.0053	-0.0136	0.0075
Si	9.6585	6.8258	27.2815	-0.0138	-0.0111	0.0072
Si	1.9496	2.7276	29.1782	-0.0404	0.0257	-0.011
Si	5.7936	2.7165	29.1421	0.0245	-0.0007	0.028
Si	9.6841	2.7307	29.144	-0.0436	0.0115	0.0111
Si	0.0152	4.1017	29.1645	-0.0143	-0.016	0.0112
Si	3.8664	4.0919	29.1683	0.0415	0.0123	0.0106
Si	7.7312	4.0829	29.1762	0.0238	-0.0498	-0.0787
Si	1.9441	8.1914	29.1373	0.0113	0.0008	0.0408
Si	5.7916	8.1969	29.1822	0.0209	0.0008	-0.0435
Si	9.6745	8.2099	29.1924	0.0233	-0.0202	-0.0433
Si	0.0118	9.5651	29.1451	0.0099	0.0222	0.0592
Si	3.8757	9.5687	29.1168	-0.0428	0.0406	0.1116
Si	7.7357	9.5507	29.1947	-0.0243	-0.0246	-0.0183
Si	0	0	31.0965	0.0617	-0.0358	-0.0785
Si	3.8672	0	31.0965	-0.0334	-0.0387	-0.2258
Si	7.7343	0	31.0965	-0.0356	0.111	0.1515
Si	1.9336	1.3673	31.0965	-0.0094	-0.0777	0.1188
Si	5.8008	1.3673	31.0965	0.0038	0.034	-0.1287
Si	9.6679	1.3673	31.0965	-0.003	-0.0376	-0.1143
Si	0	5.469	31.0965	0.0833	-0.0219	-0.0249
Si	3.8672	5.469	31.0965	-0.0375	0.0341	-0.021
Si	7.7343	5.469	31.0965	-0.0321	0.0315	0.0054
Si	1.9336	6.8362	31.0965	-0.0133	-0.095	-0.0747
Si	5.8008	6.8362	31.0965	0.0225	-0.079	0.1488
Si	9.6679	6.8362	31.0965	-0.0001	-0.1346	0.1703
Si	1.9336	2.7345	0.9679	0.0111	0.0725	0.0266
Si	5.8008	2.7345	0.9679	-0.0046	0.0936	-0.262
Si	9.6679	2.7345	0.9679	-0.0166	0.0762	0.0436
Si	0	4.1018	0.9679	-0.0948	-0.0222	-0.1417
Si	3.8672	4.1018	0.9679	0.0082	-0.0376	0.0167
Si	7.7343	4.1018	0.9679	0.0669	-0.018	-0.0469
Si	1.9336	8.2035	0.9679	0.0065	0.1192	-0.2526
Si	5.8008	8.2035	0.9679	0.0768	0.045	-0.0633
Si	9.6679	8.2035	0.9679	-0.1134	0.0639	0.0875
Si	0	9.5708	0.9679	0.1256	-0.0424	0.0717
Si	3.8672	9.5708	0.9679	-0.2393	-0.147	0.056
Si	7.7343	9.5708	0.9679	0.061	-0.2334	-0.0802
Si	11.6116	0.0177	2.91	-0.1023	-0.0786	-0.1007
Si	3.8395	-0.0005	2.9171	0.1363	-0.0816	-0.1742
Si	7.7444	-0.0125	2.8891	-0.0128	0.1195	-0.031
Si	1.9297	1.3919	2.9155	0.0273	-0.0159	0.1049
Si	5.8107	1.3011	2.8077	-0.3443	-0.0344	0.3291
Si	9.6538	1.3516	2.8907	0.2186	0.0615	0.2647
Si	11.5687	5.4919	2.8679	0.0053	0.0461	0.1228
Si	3.8719	5.4765	2.9017	0.0401	0.0745	0.1661
Si	7.7443	5.5263	2.8297	-0.0077	0.0375	-0.0433
Si	1.9135	6.812	2.8811	0.0042	-0.0343	-0.0927
Si	5.796	6.8384	2.8974	-0.0031	-0.0188	-0.0946
Si	9.6762	6.8884	2.9525	-0.0469	0.0423	0.0019
Si	1.9029	2.8148	4.8176	0.0491	0.0194	-0.0272
Si	5.7572	2.5876	4.7383	-0.3137	-0.2446	-0.5925
Si	9.6328	2.6981	4.8427	0.1395	0.0928	-0.509
Si	11.528	4.1232	4.7688	-0.1885	-0.1151	0.0649
Si	3.9166	4.072	4.8063	0.1269	-0.2119	-0.0294
As	7.6676	4.0798	4.7726	-0.0703	-0.38	0.0893
Si	1.8818	8.1442	4.8104	0.0034	-0.1047	0.0391
Si	5.8157	8.2664	4.7683	-0.0294	-0.161	-0.0259
Si	9.6409	8.3475	4.8578	0.0618	-0.2016	-0.1861
Si	11.6319	9.6551	4.8867	-0.0354	0.0673	0.0692
Si	3.8115	9.4736	4.796	-0.0032	0.1227	0.0505
Si	7.7118	9.688	4.8881	0.0169	0.0219	0.0445
Si	11.5971	0.2501	6.7817	0.0792	-0.0039	-0.0546
Si	3.7398	-0.0696	6.672	-0.005	0.0267	0.0067
Si	7.709	0.0113	6.9367	-0.0147	0.0286	0.0609
Si	2.0543	1.5069	6.7601	0.001	-0.0063	-0.0437
Si	5.7152	1.2287	6.6707	-0.0535	0.0478	-0.1883
Si	9.6173	1.4966	6.8722	0.0219	0.0123	-0.0275
Si	11.5351	5.4623	6.6937	0.0087	-0.0214	-0.103
Si	3.9679	5.3733	6.7818	-0.0285	-0.003	-0.0192
As	7.7717	5.783	6.8333	0.3805	0.651	0.442
Si	1.9804	6.6216	6.642	-0.0007	0.0576	0.0848
Si	5.7333	6.9765	6.7192	0.2809	0.428	0.5826
Si	9.835	7.0913	6.8437	-0.2005	0.2448	0.948
O	10.089	8.004	8.2351	0.1981	0.2294	0.1146
O	7.6513	9.8362	8.1998	0.0159	0.0725	0.0087
O	7.2564	4.7198	8.2444	-0.0038	0.1065	-0.528
O	3.3365	10.3408	8.2223	0.0069	-0.0582	0.0618
O	2.0614	7.5069	8.034	-0.0024	0.0237	0.0227
O	3.993	4.5797	8.2635	0.0305	0.0476	-0.0623
O	9.7418	2.4716	8.2257	-0.0076	-0.0284	0.0257
O	2.6338	2.3307	8.1243	0.0829	0.051	0.0499
O	11.3931	4.5664	8.0785	-0.0594	0.0431	-0.06
O	5.3823	2.389	7.8035	-0.0329	-0.0006	0.0892
O	5.718	7.9691	8.0688	-0.0616	-0.0605	-0.0503
O	11.3596	10.3653	8.1917	0.004	0.0222	0.0184
O	11.2808	10.1022	21.7996	-0.0017	-0.0242	-0.0299
O	3.2337	10.7193	21.5409	0.0026	-0.0128	-0.0378
O	5.7801	7.7887	22.1643	0.0014	0.0083	-0.0123
O	4.226	4.4673	21.9494	0.0065	-0.0132	-0.0275
O	7.6904	9.7001	22.1908	-0.0048	-0.0217	-0.018
O	10.3369	7.682	22.1802	0.0047	0.0105	-0.0233
O	1.6209	2.4097	22.1123	-0.004	0.0075	-0.0121
O	5.9487	2.4539	21.8901	-0.0019	0.0133	-0.023
O	8.4451	4.7076	22.2173	-0.0011	-0.0062	-0.0277
O	-0.0655	4.4615	22.0421	0.0024	-0.0162	-0.0218
O	2.3357	7.3937	21.9356	-0.0019	0.0002	-0.03
O	9.1336	1.899	21.8721	0.001	0.0083	-0.0352
Si	1.9342	7.7666	9.6123	-0.0061	0.0116	-0.0545
Si	5.037	0.5964	17.7014	-0.0147	-0.0009	0.0531
Si	2.4866	5.4304	14.0332	-0.0092	0.0079	0.0357
Si	10.5608	3.8805	14.0541	-0.0064	-0.0014	0.0321
Si	8.2824	2.3921	15.2662	0.0033	-0.0014	0.0514
Si	9.5527	2.2575	20.3447	0.0103	0.0063	0.0498
Si	10.4856	3.6637	9.0785	0.0619	-0.0411	0.0335
Si	0.0238	2.3183	11.5715	-0.0101	0.0112	0.008
Si	11.0194	8.1508	15.4056	-0.0138	0.0042	0.0463
Si	5.1556	6.9455	14.0196	-0.0034	0.0035	0.042
Si	5.7625	2.6012	11.148	-0.1307	-0.0482	0.0482
Si	8.5888	7.6807	19.3985	0.0005	-0.0092	0.0481
Si	8.1227	4.8567	20.6322	-0.0042	-0.0102	0.0349
Si	5.9148	9.5889	15.2272	-0.0025	0.0001	0.0561
Si	2.119	7.6538	20.3485	0.0001	0.0092	0.0363
Si	1.9293	4.9072	18.7933	0.0074	-0.0077	0.0552
Si	4.4957	3.4549	18.025	-0.0107	-0.0087	0.0537
Si	8.5059	8.937	16.8298	-0.0062	-0.0078	0.055
Si	0.8261	9.4847	13.305	-0.0096	-0.0125	0.0279
Si	9.9079	10.643	11.7207	0.0102	-0.0082	0.0058
Si	5.3547	3.7203	21.0229	0.0025	-0.003	0.0466
Si	0.582	5.5425	16.27	0.0022	-0.0141	0.0549
Si	10.8246	9.1726	9.146	-0.0627	-0.1135	-0.147
Si	6.5735	8.9114	21.2916	-0.0059	0.0055	0.0347
Si	7.1064	7.1075	11.5201	-0.0026	0.0708	-0.0166
Si	2.6652	0.7444	12.2185	-0.0151	-0.0002	0.0029
Si	10.9	8.6979	21.0428	0.0054	0.0107	0.0423
Si	6.0348	4.3283	15.6437	0.0033	0.0016	0.0567
Si	7.0874	0.4762	12.9918	0.008	-0.0094	0.0532
Si	4.0807	2.9725	8.5979	-0.136	-0.1059	-0.0233
Si	0.8812	6.7481	11.9064	0.0007	-0.0038	0.0138
Si	6.5256	9.0075	9.064	0.0319	-0.1173	-0.0922
Si	0.6717	3.3008	21.1459	-0.0098	-0.0067	0.0375
Si	9.7994	6.5313	12.8961	0.0081	-0.0009	0.0282
Si	7.6946	4.5313	9.8018	0.1299	0.1601	0.1013
Si	3.9918	10.0849	20.2284	-0.0068	-0.0024	0.047
Si	4.2522	3.0403	13.5459	-0.0078	0.0064	0.0441
Si	3.8434	10.0086	9.7441	-0.0142	-0.0003	-0.0588
Si	8.057	0.7919	18.0428	0.0044	-0.0005	0.0551
O	11.4992	3.233	12.9025	0.0038	-0.0102	-0.0175
O	9.3284	4.5239	9.8571	-0.0804	-0.0376	-0.0149
O	8.8086	3.6168	19.8568	-0.0013	-0.0028	-0.0146
O	4.0361	-0.0413	18.8229	0.0102	0.0093	-0.0334
O	11.3295	4.5565	15.3124	-0.0106	-0.0088	-0.0246
O	9.8658	9.7838	10.32	0.0019	0.0114	0.0273
O	3.7501	1.5401	13.1475	-0.0039	-0.0099	-0.0087
O	0.6506	9.072	14.8737	0.0059	0.0035	-0.0235
O	6.4757	0.9957	18.3909	0.0019	-0.0016	-0.019
O	4.757	3.1792	19.6158	-0.0078	-0.0043	-0.0403
O	6.2286	1.1576	11.7748	0.0013	0.0381	-0.0367
O	0.5746	8.6344	9.8652	0.0294	0.0118	0.0484
O	5.6505	4.3219	17.24	0.0095	0.0035	-0.0367
O	8.4517	7.245	12.3999	-0.024	-0.008	-0.0143
O	4.4403	2.6177	10.1542	0.0492	0.0232	0.029
O	2.0674	5.6743	15.5875	0.0083	-0.0057	-0.0292
O	3.3719	0.0616	10.9264	-0.0024	-0.0002	0.0167
O	5.8903	7.2521	12.5908	0.0179	-0.016	-0.0258
O	2.3081	6.3662	19.3894	-0.0044	-0.0137	-0.0262
O	0.653	4.9553	17.7835	-0.0123	0.0015	-0.0399
O	8.4093	10.6804	12.3642	-0.0053	-0.0078	-0.01
O	5.4656	10.0759	9.6778	0.0081	-0.001	0.0086
O	0.6062	8.22	20.199	0.0011	-0.0053	-0.0156
O	9.7714	2.6245	14.6984	0.0026	0.0054	-0.0235
O	1.9839	10.6069	13.2246	0.0047	0.003	-0.0061
O	9.9419	9.1273	16.1081	0.0204	-0.0104	-0.0263
O	6.1516	10.3463	13.7982	0.0062	0.012	-0.0348
O	7.48	1.5883	14.11	-0.0117	-0.02	-0.0332
O	1.6518	3.931	20.0405	0.0118	0.0126	-0.0325
O	5.8961	5.7973	14.9372	-0.0077	0.0047	-0.023
O	7.3336	8.9403	15.7149	-0.0114	0.0003	-0.022
O	1.5077	1.6851	11.5952	0.0129	-0.0089	0.0039
O	7.1489	8.2378	10.3464	-0.0104	0.0044	0.0374
O	4.3194	2.0016	17.2913	-0.0002	-0.003	-0.0186
O	7.084	3.1333	10.3692	0.0678	0.1391	-0.1859
O	11.5366	7.0255	16.4507	-0.0022	0.0087	-0.0208
O	8.2779	10.1503	17.854	-0.0011	-0.0073	-0.0262
O	3.2821	8.5235	10.1129	0.0011	-0.0044	0.0319
O	7.5819	3.8424	15.5174	-0.0007	-0.0054	-0.0185
O	3.1438	4.325	17.9023	-0.0001	0.001	-0.0204
O	2.8974	3.8995	13.7235	0.0036	-0.0127	-0.0151
O	1.3443	8.2081	12.4533	-0.0015	0.0038	-0.0027
O	1.2045	5.683	13.0764	-0.0022	-0.0023	-0.0052
O	4.9603	8.3098	14.8988	-0.0034	-0.0133	-0.0129
O	11.1746	2.4057	20.335	-0.0044	-0.0029	-0.016
O	10.9716	9.9787	12.7575	-0.0061	-0.0035	-0.0064
O	5.2776	3.5707	12.3789	0.0291	-0.0043	-0.0377
O	5.083	3.1985	14.9327	-0.0164	-0.0123	-0.0359
O	6.4912	4.8141	20.5625	0.0002	-0.0018	-0.017
O	8.4032	1.574	16.6622	0.0016	0.0126	-0.041
O	10.4098	1.2331	11.4628	-0.0048	-0.0116	0.0028
O	10.8759	6.6324	11.6659	-0.0043	-0.004	-0.0055
O	3.2664	8.6873	19.8552	0.0002	-0.0059	-0.0147
O	1.7192	6.431	10.5361	0.0096	-0.0085	0.0131
O	7.1703	8.2092	19.9722	0.0081	-0.0054	-0.0203
O	8.5105	7.5941	17.7671	-0.0013	0.0067	-0.0327
O	3.6731	6.4387	13.619	0.0005	-0.0032	-0.0117
O	9.5658	4.9803	13.3519	-0.0072	0.0106	-0.0174
O	5.5269	10.0105	20.7503	0.0016	-0.0067	-0.0153
O	10.3281	7.3818	14.1607	0.0024	-0.0066	-0.0152
O	8.7898	6.1782	19.9776	0.002	0.01	-0.0185
O	7.0662	5.6816	10.756	0.0067	-0.1613	-0.0297
O	5.2663	10.5568	16.3928	0.0066	-0.0198	-0.0341
O	9.0537	1.1564	19.2688	-0.0148	-0.0152	-0.04
O	11.5457	3.1696	10.1933	-0.0403	0.01	-0.0122
O	9.7452	8.7248	19.8938	-0.0114	-0.0073	-0.0237

Results
free energy: -153071.048 eV
free energy less fixed offsets of As -4856.12, O -568.88, Si -635.61 eV per atom: 3.842 eV

The program warned: the cutoff lies below the one the program advises for these potential files; the forces do not sum to zero within the program's tolerance; the exchange-correlation potential is rough where the density is thin.
